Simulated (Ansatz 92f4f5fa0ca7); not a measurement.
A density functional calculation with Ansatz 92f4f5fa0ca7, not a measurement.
Periodic cell of 208 atoms, Si128O80, from a study of silicon, its oxide and their interface. The atomic structure is a simulated model.
This geometry differs little from another in the collection (a relaxation step or a small displacement).

Settings
functional: r2SCAN
potential files: Ansatz PAW
basis: plane waves
wave-function cutoff: 800 eV
density cutoff ratio: 5
exchange-correlation grid ratio: 1
k mesh: 1 x 1 x 1, shifted by 0.5 0.5 0 of a step
self-consistency stop: 1e-10 eV per atom in the density residual
occupations: fixed
spin: none
net charge: 0

Cell vectors (angstrom)
a 10.88 0 0
b 0 10.88 0
c -2.9987 -3.1157 30.4451

Atoms and the computed forces on them: element, x, y, z (angstrom), force x, y, z (eV/angstrom)
Si 1.2226 -1.1141 0.2091 -0.0022 0.0021 0.0094
Si 3.6678 1.6148 0.0439 -0.0005 0.0024 0.0105
Si 1.4903 3.8659 0.1354 0.0019 -0.0013 0.0064
Si 4.3846 -4.2636 0.0535 0.0023 0.0001 0.0077
Si -3.8499 -1.6369 0.191 0.0027 -0.0012 0.0123
Si -1.0614 1.016 0.0313 0.003 -0.001 0.0134
Si 6.6196 4.4125 -0.0263 -0.0021 0.0018 0.0098
Si -1.6392 -3.8248 0.0912 -0.0009 0.0024 0.0109
Si 2.7072 0.07 1.5189 0.0014 -0.0015 -0.0028
Si 5.4366 2.7303 1.1882 0.0011 0 -0.0024
Si 2.7368 -5.415 1.3159 0.0006 0.0004 -0.001
Si 5.4625 -2.7604 1.4815 -0.0016 0.0007 -0.0034
Si -2.6753 -0.0258 1.3906 -0.0004 0.0021 -0.0025
Si -0.0417 2.6658 1.3971 -0.0005 0.0015 -0.003
Si 8.1292 5.4783 1.4145 0.0012 -0.0007 -0.0026
Si -0.0035 -2.7229 1.3851 0.0003 -0.0002 -0.0036
Si 1.3126 1.384 2.8468 0.0004 0 0.0005
Si 4.1011 4.0714 2.6737 0.0001 0.0016 0.0015
Si 1.3738 -4.089 2.7013 -0.0003 0.0011 -0.0006
Si 4.0936 -1.3494 2.7576 0.0005 0.0007 0.0023
Si 6.7828 1.3835 2.6285 -0.0001 0.0011 -0.0012
Si 9.4963 4.0719 2.7057 -0.0009 0.0004 -0.0001
Si 6.8034 6.7854 2.8488 -0.0003 0.0001 0.0012
Si -1.3424 -1.3693 2.7954 0.0009 0 -0.0013
Si -0.0154 -0.0059 4.1635 0.0002 -0.0008 -0.0003
Si 2.7326 2.7555 4.0949 0.0004 0.0005 0.0012
Si 0.0077 -5.4548 4.0572 0.0006 0.0002 -0.0001
Si 2.7115 -2.7199 4.0789 0.0004 -0.0005 0.0011
Si 5.468 0.023 4.0624 0.0003 0.0007 0
Si 8.1274 2.7177 4.0484 0.0005 -0.0002 0.0003
Si 5.4163 5.4072 4.1139 0.0009 -0.0004 0.0004
Si 8.1717 -2.717 4.1491 0.0007 0.0007 -0.0015
Si 1.3324 -1.3796 10.9077 0.0005 -0.0007 0.0005
Si 4.0789 1.3627 10.88 0 0.0001 0.0004
Si 1.379 4.0723 10.7752 0.0004 0 -0.0005
Si 4.0658 -4.0909 10.8262 0.0007 -0.0005 -0.0012
Si 6.8322 -1.3428 10.8541 -0.0001 0.0006 -0.0002
Si -1.3827 1.3451 10.8607 -0.0006 -0.0003 0
Si 6.8039 4.0835 10.8982 0.0005 -0.0002 0.0001
Si -1.3602 -4.0501 10.8955 0.0006 0.0006 0.0005
Si 2.7079 -0.0054 12.2191 0.0013 0.0003 0.0007
Si 5.445 2.7112 12.2556 0.0002 -0.0003 0.0006
Si 2.7177 5.392 12.1575 0 0.0003 0.0003
Si 5.4341 -2.7092 12.1288 0.0004 -0.0002 0.0015
Si -2.7034 -0.0143 12.2765 0.0017 -0.0018 0.0011
Si 0.0105 2.7489 12.1087 -0.0001 0 0.0015
Si 8.1708 5.4639 12.2425 -0.0002 -0.0001 0.0002
Si -0.0277 -2.7153 12.3211 -0.0002 -0.0003 -0.0002
Si 1.3427 1.4093 13.4839 -0.0006 0.0007 -0.0039
Si 4.0897 4.0896 13.5823 0.0003 0.0007 -0.0025
Si 1.336 -4.1929 13.5513 -0.0002 -0.0021 -0.0019
Si 4.0766 -1.3878 13.5254 -0.0003 -0.0012 -0.0026
Si -4.1084 1.3427 13.6357 -0.0017 0.001 -0.0006
Si -1.3049 4.086 13.5257 0.0023 0.0004 -0.0029
Si 6.7782 -4.0279 13.5241 -0.0001 0.0005 -0.0037
Si -1.3392 -1.3291 13.7483 0.0009 0.0002 -0.0004
Si -0.1821 0.4008 14.9274 0.0044 0.0013 0.0181
Si 2.4958 2.9141 14.8345 -0.002 -0.0034 0.0129
Si 0.2589 -5.7724 14.973 -0.0017 0.003 0.0197
Si 2.9569 -3.046 14.7292 -0.0038 0.0023 0.0152
Si 5.5798 -0.257 14.9189 -0.0012 0.0013 0.0149
Si -2.4621 2.5429 14.8059 0.0009 0.0015 0.0148
Si 5.2303 5.7151 14.845 0.0029 -0.0006 0.014
Si -3.0633 -2.4619 14.917 0.0003 -0.0036 0.0153
Si 1.1339 5.188 -4.6689 -0.0006 -0.0004 -0.0016
Si 6.0219 -3.1037 -4.7251 0.001 0 -0.0084
Si -2.0177 1.0123 -2.9584 0.0063 0.0018 0.004
Si -0.7953 4.1345 20.3651 -0.0054 0.0008 -0.0076
Si 6.0762 1.2291 -8.2761 -0.0011 -0.0024 -0.0138
Si 0.9464 0.3178 -7.8914 -0.0061 0.0024 -0.0171
Si 3.383 2.1478 19.8639 -0.0094 -0.0026 -0.0101
Si 2.1521 -2.7562 17.607 -0.001 0.0024 0.0079
Si 7.2329 5.0495 -5.178 0.0006 0.0064 -0.0081
Si 3.0266 -3.2172 -4.8663 0.0017 0.0032 -0.0047
Si 6.4972 -0.951 -2.6948 -0.0008 -0.0045 -0.0014
Si -0.0112 -4.8606 17.9603 -0.002 -0.0004 0.0091
Si 0.319 1.3045 20.1866 0.0081 -0.0011 -0.012
Si 4.6342 1.293 -2.7518 -0.0032 0.0014 -0.0002
Si 4.3337 4.905 20.6952 0.0027 -0.0002 -0.0064
Si 7.501 3.9787 -7.9098 -0.0022 0.0032 -0.0177
Si 4.1098 -2.9935 19.6721 0.0006 -0.0006 -0.0023
Si 4.3375 1.6302 16.9699 -0.004 -0.0019 0.0293
Si 2.5377 -2.883 -1.9223 -0.006 -0.0051 0.0126
Si 3.0272 -1.9658 -7.7112 0.0002 -0.0025 -0.016
Si 6.9409 3.2974 -2.7898 0.0034 0.0024 0.0029
Si -0.0593 1.2064 -5.2963 0.0015 -0.0012 -0.0102
Si 0.2581 -5.102 -1.9267 0.004 0.0072 0.0141
Si 7.0633 -2.8544 19.9535 -0.0017 -0.0102 -0.0105
Si 6.0234 -1.5363 -7.3767 0.0038 -0.0012 -0.0169
Si 3.2446 2.484 -7.7213 -0.0029 0.001 -0.0207
Si -1.096 3.9719 -6.1723 -0.0019 -0.0031 -0.0131
Si 0.19 -0.5427 17.7062 -0.0023 -0.0013 0.0102
Si 2.6439 2.7039 -4.7758 -0.0008 -0.002 -0.0079
Si -2.0153 -2.6095 17.6849 0.0013 0.0028 0.0077
Si 6.5953 3.8679 16.8891 0.0069 0.0007 0.0238
Si 7.1403 4.9037 19.8128 -0.0026 0.0033 -0.0019
Si 1.3686 -1.3737 5.4619 0.0005 0.0001 -0.0004
Si 4.0858 1.3624 5.4254 0.0015 0.0001 0.0012
Si 1.3631 -6.7845 5.4523 0.0003 0.001 -0.0003
Si 4.0651 -4.0808 5.4472 -0.0003 0.0001 0.0001
Si 6.7995 -1.3366 5.462 -0.0001 0.0006 -0.0006
Si 9.4831 1.3763 5.4542 -0.0007 0.0003 0
Si 6.7956 4.0626 5.4438 0.0004 0 0.0002
Si 9.5408 6.7798 5.4483 0.0006 0.0006 0.0005
Si 2.7339 -0.0064 6.793 0.0004 -0.0002 -0.0004
Si 5.4418 2.7092 6.7904 0 0.0002 0
Si 2.7107 -5.4269 6.8152 0.0004 0 -0.0001
Si 5.4306 -2.7146 6.8034 0.0004 0.0005 -0.0006
Si 8.1494 0.0152 6.8256 0.0001 0.0001 0.0004
Si -0.008 2.7264 6.8023 0 0 -0.0005
Si 8.1622 5.427 6.7938 0.0005 -0.0001 -0.0006
Si 0.0043 -2.728 6.8005 -0.0002 -0.0005 -0.0003
Si 1.3548 1.338 8.1407 0 0.0004 0.0005
Si 4.0902 4.0731 8.1353 0.0006 0.0003 0.0007
Si 1.3517 -4.0668 8.1607 0.0003 0.0005 0.001
Si 4.0783 -1.354 8.1731 0.0004 -0.0001 0.0012
Si 6.7853 1.3729 8.1678 0.0005 0.0002 0.0007
Si -1.3652 4.0864 8.169 0.0003 0 0.0011
Si 6.8047 -4.0835 8.1462 -0.0002 0.0002 0.0006
Si 9.524 -1.3637 8.1472 0.0004 0.0002 0.0009
Si -0.0054 -0.0164 9.5202 0.0002 0.0009 0.0008
Si 2.7365 2.696 9.4693 0.0001 -0.0002 0.0001
Si -0.0091 -5.4111 9.5114 0.0004 -0.0005 0.0009
Si 2.6973 -2.7114 9.5182 0.0007 -0.0004 0.0007
Si 5.4465 0.01 9.5252 0 -0.0002 0.0006
Si 8.1479 2.7237 9.5223 0.0004 0.0003 0.0003
Si 5.4472 5.4262 9.503 0.0005 0.001 0.0004
Si 8.1679 -2.7195 9.5017 -0.0005 -0.0002 0.0005
O 3.9105 -3.46 -1.293 -0.0062 0.0039 -0.0097
O -0.945 2.3966 -5.9167 0.0009 0.0036 0.0085
O 8.1331 -2.7137 -0.3839 0.0004 0.0005 -0.0026
O -1.1148 -3.7546 18.3779 -0.0018 -0.0031 0
O -0.0659 4.5158 21.7604 0.001 0.0037 0.0083
O 2.6041 2.7892 -0.3791 0.0005 0.0004 -0.0021
O -0.3299 -5.322 16.4355 0.0025 -0.0036 -0.0189
O 7.4176 4.0263 -1.4168 0.0047 -0.0034 -0.0133
O 0.6488 0.1691 16.3274 -0.0057 0.0025 -0.0161
O 6.6851 4.609 -6.6451 -0.0018 0.0012 0.0053
O -2.0905 4.6447 -5.0955 0.0001 0.001 0.0048
O 3.2223 3.1076 -6.2315 -0.0008 0.0023 0.0062
O 4.8331 0.2481 16.2898 0.0058 -0.0033 -0.0143
O 2.716 -2.4584 -3.4699 -0.0007 -0.0024 -0.0026
O 1.4011 4.0054 15.363 0.0008 -0.0019 -0.0068
O -1.3781 1.444 15.3468 -0.0008 0.0006 -0.0034
O 6.4712 4.3286 -3.9445 -0.0016 0 0.004
O 5.9419 5.1807 16.2153 -0.0084 0.0059 -0.0172
O 1.8224 1.8143 19.954 0.0041 -0.009 0.0139
O 6.7177 -1.3344 15.3803 -0.0002 0 -0.0088
O 2.1604 -2.4633 16.0267 0.0065 -0.0045 -0.0145
O 5.5409 -2.3431 20.0044 -0.0022 -0.0031 0.0004
O 7.816 -2.0582 18.7743 0.0011 -0.0023 -0.004
O 8.0473 2.3219 -3.457 -0.0025 0.0016 -0.0033
O 1.4003 1.7019 -4.8709 0.0034 -0.0001 0.0035
O -0.1075 4.8439 19.0681 -0.0001 0.0014 -0.002
O 7.0946 -4.4009 19.527 0.0007 0.0061 -0.0022
O 4.1562 1.5902 21.1567 -0.0036 -0.0004 0.0019
O 3.0488 2.1909 16.1846 -0.0009 0.0034 -0.0141
O 4.5789 1.585 -7.8124 -0.0014 -0.0008 0.0043
O 2.8354 -2.2481 -6.1349 -0.0004 -0.0044 0.0127
O 6.1057 -1.9425 -5.8334 0 -0.0007 0.011
O 0.1691 0.1166 -6.4764 0.0004 0.001 0.0035
O 1.4519 -4.0485 -1.738 -0.0014 0.0005 -0.012
O -1.0909 -4.4974 -1.2929 0.0081 -0.0038 -0.0132
O 1.8807 -0.953 -8.1969 0.0014 0.0026 0.0048
O -2.6565 -3.1991 16.3238 -0.0031 0.0028 -0.0165
O 7.1036 2.4265 -7.9989 0.0013 -0.0012 0.0078
O 3.6684 -2.7478 18.1458 0.0002 -0.0013 0.0002
O 3.9 0.8577 -1.3853 0.0014 -0.0033 -0.0123
O 6.3631 -2.4315 -3.3038 -0.0006 0.0019 0.0041
O -1.7837 4.1527 -7.6302 0.0003 -0.0033 0.0085
O -1.1276 -1.3471 17.2514 0.0025 0.0015 -0.0094
O 6.767 -2.6837 -8.2455 -0.0015 0.0019 0.0102
O 5.9062 4.5236 20.7852 -0.0016 0.001 0.0027
O 5.6983 2.4093 -2.2954 -0.007 0.0012 -0.0002
O 5.3634 -0.009 -3.3633 -0.0015 0.0042 -0.0036
O 1.8933 1.6211 -7.8885 0.0013 0.0008 0.007
O 2.0261 -1.5993 -1.1177 0.0041 -0.0062 -0.0127
O 0.26 0.4993 21.582 -0.0013 -0.0036 0.0042
O 4.1263 -4.5838 19.9189 -0.0017 0.0024 0.0021
O -0.1615 0.4351 18.9219 0.0108 0.0057 0.0066
O 6.6834 -0.0686 -7.516 -0.0003 0.0007 0.0097
O 4.0874 -4.0874 15.3124 0.0011 -0.0008 -0.0025
O 0.3486 4.6741 -5.9924 0.0029 0.0012 0.0065
O -1.5867 1.426 -1.4539 -0.0019 0.0037 -0.0135
O 5.531 2.6808 16.8097 -0.0024 -0.0073 0.0052
O 7.9549 -0.3205 -2.9704 0.0003 -0.0021 0.0001
O 2.1538 4.075 -4.0831 -0.0027 0.0038 0.0019
O 3.0156 -2.2486 20.5957 0.0016 0.0025 0.0071
O -0.8032 0.674 -3.9694 -0.0027 -0.0009 0.0023
O 4.5456 -3.7684 -4.7811 -0.0025 0.0001 0.0031
O 0.0626 -5.3655 -3.5023 0.0054 0.0048 -0.001
O 0.1058 -0.0611 -0.3291 0.0015 -0.0011 -0.0021
O 1.4601 -4.1776 17.9804 0.002 0.0008 -0.0009
O 1.9868 -4.4104 -5.0826 -0.0008 -0.0022 0.0043
O 7.7382 -2.6236 21.388 0.0101 -0.0008 0.0139
O 1.3165 -1.5464 18.267 0.0038 -0.0024 -0.0033
O 7.1038 -4.2422 -5.0225 0.0011 0.0058 0.0044
O -2.3523 4.515 20.5043 0.01 -0.0007 -0.0002
O 7 4.1424 18.409 -0.0051 -0.0093 -0.0161
O 7.9139 3.3899 16.1039 0.0034 -0.0038 -0.0152
O 3.5671 3.7563 19.856 -0.0032 -0.009 -0.0001
O 3.7305 1.9423 -3.8923 0.0067 0.0017 0.0075
O 5.4663 -5.38 -0.4629 -0.0002 -0.0008 -0.0042
O -0.6917 2.5453 20.2282 0.0059 -0.0025 -0.0005
O 3.9823 1.4507 18.5323 -0.0099 0.0065 -0.0048
O 6.2637 -0.997 -1.0988 -0.0061 0.0048 -0.0103
O 0.6808 4.4167 -1.1722 -0.003 0.0052 -0.0094
O 4.5066 -1.3641 -7.9017 0 -0.0008 0.0052

Results
free energy: -127506.460 eV
free energy less fixed offsets of O -570.45, Si -639.56 eV per atom: -6.780 eV

The program warned: the cutoff lies below the one the program advises for these potential files; the forces do not sum to zero within the program's tolerance; empty levels may hold ghost states of the PAW files; the exchange-correlation potential is rough where the density is thin.
